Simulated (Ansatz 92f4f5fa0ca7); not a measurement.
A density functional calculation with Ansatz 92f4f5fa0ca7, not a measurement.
Periodic cell of 223 atoms, Si131O90P2, from a study of silicon, its oxide and their interface. The atomic structure is a simulated model.
Doubt: the cutoff is far below the 930 eV that the study's wrapper takes by default for these files, so forces and energies are approximate.
This geometry differs little from another in the collection (a relaxation step or a small displacement).

Settings: functional PBE; potential files Ansatz PAW; basis plane waves; wave-function cutoff 580 eV; density cutoff ratio 5; exchange-correlation grid ratio 1; k mesh 1 x 1 x 1, Gamma-centred; self-consistency stop 5e-08 eV per atom in the density residual; occupations fixed; spin none; net charge 0.

Cell vectors (angstrom)
a 10.938 0 0
b 0 10.938 0
c 0 0 32.1988

Atoms: element, x, y, z (angstrom)
Si 10.7008 0.1496 24.8041
Si 5.769 10.6292 24.7366
Si 2.5902 2.8464 24.5823
Si 8.5595 2.4585 24.8802
Si 0.3119 5.0626 24.8119
Si 5.1658 5.6947 24.6876
Si 2.9756 7.9832 24.613
Si 8.0201 8.4342 24.7228
P 1.8967 0.7846 25.3404
Si 6.8916 1.2922 26.0709
Si 4.0341 4.0682 26.0215
Si 9.6766 4.0153 26.2438
Si 1.43 6.7875 25.9859
Si 6.8281 6.8119 25.9976
Si 4.176 9.4666 26.0235
Si 9.535 9.596 26.1701
Si 2.8002 -0.0719 27.3115
Si 8.2054 0.0084 27.549
P 0.0354 2.6799 27.5494
Si 5.4796 2.7225 27.3458
Si 2.7042 5.4187 27.4425
Si 8.204 5.4614 27.3868
Si 0.0207 8.1511 27.3669
Si 5.5068 8.1296 27.4498
Si 4.0762 1.3742 28.7083
Si 9.5822 1.4281 28.8615
Si 1.2948 4.0868 28.8278
Si 6.8225 4.0999 28.7474
Si 4.0885 6.7955 28.7997
Si 9.5619 6.8341 28.7603
Si 1.3662 9.5759 28.7077
Si 6.8129 9.5542 28.8383
Si 0.0159 -0.005 30.1387
Si 5.4364 0.0152 30.1413
Si 2.7265 2.7311 30.1326
Si 8.1751 2.76 30.1687
Si -0.0216 5.4877 30.1653
Si 5.4722 5.4551 30.1527
Si 2.7291 8.214 30.1279
Si 8.2118 8.1968 30.1585
Si 1.3673 1.3673 31.515
Si 6.8362 1.3673 31.515
Si 4.1018 4.1018 31.515
Si 9.5708 4.1018 31.515
Si 1.3673 6.8362 31.515
Si 6.8362 6.8362 31.515
Si 4.1018 9.5708 31.515
Si 9.5708 9.5708 31.515
Si 2.7345 0 0.6835
Si 8.2035 0 0.6835
Si 0 2.7345 0.6835
Si 5.469 2.7345 0.6835
Si 2.7345 5.469 0.6835
Si 8.2035 5.469 0.6835
Si 0 8.2035 0.6835
Si 5.469 8.2035 0.6835
Si 4.125 1.3573 2.0568
Si 9.569 1.3543 2.0533
Si 1.3715 4.1183 2.0377
Si 6.8501 4.0863 2.0589
Si 4.1079 6.8264 2.0554
Si 9.5798 6.8344 2.052
Si 1.385 9.5473 2.0532
Si 6.8317 9.5881 2.0512
Si -0.0008 -0.0372 3.3893
Si 5.4939 0.0098 3.4715
Si 2.7798 2.7798 3.366
Si 8.1942 2.6947 3.449
Si 0.0246 5.4782 3.4329
Si 5.4869 5.4623 3.4108
Si 2.7727 8.2047 3.4491
Si 8.2122 8.2241 3.3825
Si 1.4008 1.3834 4.6344
Si 6.8528 1.3444 4.9077
Si 4.1627 4.0794 4.8059
Si 9.5838 4.0787 4.7604
Si 1.4218 6.8253 4.8202
Si 6.8369 6.8799 4.7341
Si 4.1433 9.5713 4.8465
Si 9.5648 9.5468 4.7929
Si 2.7544 0.1034 6.063
Si 8.2153 -0.0658 6.2666
Si 0.0379 2.6666 6.039
Si 5.4839 2.7204 6.2936
Si 2.8237 5.4698 6.1816
Si 8.1857 5.4709 6.047
Si 0.0217 8.1809 6.1552
Si 5.5396 8.217 6.2325
Si 3.8471 1.5639 7.6054
Si 9.8499 1.1358 7.4493
Si 1.6402 3.7886 7.311
Si 6.6622 4.4071 7.4847
Si 4.4187 6.6261 7.5425
Si 9.381 6.9387 7.4102
Si 1.1497 9.9108 7.2973
Si 7.1728 9.2211 7.6703
O 8.3219 8.0777 7.9098
O 2.7254 2.7259 7.9595
O 9.7347 1.4121 24.3466
O 4.0787 6.8253 24.1121
O 0.0376 0.0205 7.9562
O 5.5388 5.5045 8.0327
O 6.9082 9.5458 24.1791
O 1.3406 3.8808 24.2424
O 3.8781 7.3853 8.9279
O 0.8132 4.3613 8.5972
O 9.8279 6.1715 8.8096
O 2.1146 9.3766 8.5113
O 7.5143 3.9186 8.8127
O 4.2863 0.9103 9.0694
O 6.7547 9.5461 9.2285
O 9.2258 1.858 8.7938
O 7.9099 3.2387 23.585
O 10.4777 5.7096 23.5139
O 5.033 0.3622 23.4338
O 5.851 4.9554 23.3863
O 3.2922 2.4168 23.1418
O 2.3016 8.7475 23.2936
O 8.7336 7.7345 23.4095
O -0.0237 10.1669 23.4647
Si 4.5053 1.5472 22.451
Si 3.5212 7.9037 14.0325
Si 7.1518 0.9293 14.6626
Si 0.9447 9.2734 22.5176
Si 1.2083 4.2889 11.88
Si 6.2989 8.9353 15.3163
Si 0.7082 1.3457 12.2964
Si 8.6833 4.908 20.5211
Si 0.3409 5.6996 9.3644
Si 5.1412 3.0898 17.9324
Si 0.9202 3.7104 16.7477
Si 10.4446 2.7938 19.2303
Si 5.3018 1.1638 10.3473
Si 0.9297 0.126 19.8612
Si 6.6713 9.4435 10.8667
Si 9.3802 9.6428 18.3273
Si 9.4196 9.2215 12.572
Si 6.7026 3.7859 22.6321
Si 2.456 8.0578 9.3798
Si 10.6332 7.3355 17.0788
Si 2.5525 6.2593 16.5792
Si 10.2094 4.4637 14.1907
Si 6.181 9.1499 18.5132
Si 7.9842 2.5626 9.5804
Si 8.9093 2.122 12.4492
Si 5.3831 6.2094 18.0659
Si 3.9731 0.5267 19.462
Si 4.3044 3.8216 12.0466
Si 5.5751 6.5806 12.1346
Si 8.0554 2.4642 17.2219
Si 4.395 2.4562 14.959
Si 1.5749 1.1833 15.2537
Si 1.6 9.3906 12.0487
Si 8.0834 6.8226 13.8641
Si 10.4182 9.8055 15.4878
Si 9.887 6.915 22.5865
Si 8.1597 5.4474 17.4215
O 6.0753 7.9408 11.2903
O 6.0608 9.1719 16.896
O 7.7149 1.3348 13.1932
O 0.9228 1.7221 13.8675
O 9.4767 6.2174 16.8865
O 6.7953 6.1758 13.1282
O 5.1727 4.6242 18.6073
O 9.2704 2.1052 18.275
O 2.4148 0.0553 19.101
O 9.4519 10.2012 16.7686
O 2.816 4.4199 11.7096
O 5.1106 10.2887 19.0996
O 9.4562 3.2168 13.4932
O 0.5013 1.7166 19.9654
O 3.1882 1.3379 15.0559
O 8.2176 5.3425 19.0361
O 3.9398 6.5623 17.3838
O 4.6182 3.2592 16.3769
O 9.0948 5.6399 14.3169
O 5.7347 2.5729 22.1623
O 10.7126 4.1145 15.6843
O 0.3773 3.8225 18.2841
O 10.4696 10.4733 19.2229
O 9.6751 9.9975 14.0316
O 11.051 7.9371 22.0885
O 1.2297 2.1276 16.5297
O 9.7711 3.6912 20.4189
O 8.1855 3.9952 16.6949
O -0.0122 9.0818 11.9079
O 6.6239 2.3823 18.0045
O 5.606 10.7002 11.197
O 7.7911 9.5564 18.8442
O 10.0597 1.0038 12.0555
O 1.3351 6.9384 9.0677
O 0.6547 4.7434 13.3511
O 5.7464 7.5887 18.9806
O 5.2645 5.0663 11.5142
O 2.749 6.9538 15.1171
O 0.9452 2.7225 11.4671
O 0.8989 10.6541 15.5437
O 2.4335 8.5643 10.9175
O 4.7199 2.4128 11.2695
O 4.2834 3.4893 13.6758
O 2.2362 4.6507 16.4926
O 10.7417 8.2178 15.6988
O 6.9597 10.2621 14.6664
O 2.3719 8.927 13.4297
O 8.0681 1.4896 15.9058
O 4.1615 6.973 12.8571
O 4.211 1.9731 18.6994
O 7.3515 4.408 21.2934
O 8.4319 2.9075 11.1059
O 1.2244 6.8371 17.362
O 5.6876 1.549 14.751
O 8.1574 9.7338 11.5931
O 9.2783 6.2254 21.2553
O 8.9922 7.6887 12.8545
O 1.6834 0.0969 11.8839
O 6.6958 6.1117 17.0718
O 7.4265 7.7705 15.0366
O 1.2475 10.2279 21.2341
O 10.071 8.1644 18.3568
O 4.0355 0.8434 21.0667
O 0.3599 5.312 10.931
O 6.7184 1.5544 9.6384
O 4.8073 8.6809 14.6865

Results
free energy: -135976.094 eV
free energy less fixed offsets of O -568.88, P -755.39, Si -635.61 eV per atom: -1.204 eV

Forces (eV/angstrom), in the order of the atoms: element, x, y, z
Si 0.1785 0.1986 0.0379
Si 0.0018 0.001 0.021
Si -0.2464 -0.2102 0.0644
Si -0.0217 0.0066 0.0345
Si -0.012 0.0324 0.0322
Si 0.0357 0.0202 0.0418
Si 0.0023 0.0157 0.0148
Si -0.021 -0.0382 0.0679
P 0.2444 -0.2182 0.2653
Si 0.0204 -0.0054 -0.0168
Si 0.051 0.0399 0.009
Si 0.0014 -0.0101 0.0554
Si -0.0056 -0.0218 -0.023
Si -0.0005 0.0166 0.0061
Si 0.0379 -0.0459 -0.018
Si -0.0536 -0.0438 0.0015
Si -0.264 0.2507 -0.4721
Si 0.0085 0.0173 -0.0045
P 0.0048 -0.0191 -0.1676
Si -0.0006 -0.0067 -0.0264
Si -0.0222 -0.0069 0.0036
Si 0.0092 -0.0118 -0.0687
Si 0.0016 0.0003 -0.0267
Si -0.0054 -0.0028 -0.0476
Si 0.0352 0.0078 0.0785
Si -0.0448 0.0075 0.0429
Si -0.0109 0.0531 0.0451
Si 0.0135 0.0215 0.0387
Si 0.0269 0.0095 0.0203
Si -0.0148 -0.0093 0.0355
Si 0.006 -0.0384 0.0845
Si 0.0095 -0.0187 0.0103
Si -0.0111 -0.0001 -0.0174
Si 0.018 0.0201 -0.0104
Si 0.0029 0.0062 -0.0133
Si 0.0138 -0.0264 -0.0272
Si 0.0236 -0.0098 -0.0176
Si -0.016 0.0023 -0.025
Si -0.0216 -0.0197 -0.0136
Si 0.0001 0.0157 -0.0212
Si 0.1266 -0.0955 -0.0193
Si -0.1742 0.0321 -0.031
Si -0.026 -0.1072 -0.0343
Si -0.1284 0.1282 0.1172
Si -0.0021 0.1883 -0.0776
Si 0.0584 -0.09 0.0246
Si -0.1459 0.019 -0.07
Si 0.0854 0.0202 -0.0218
Si 0.0501 -0.0428 0.1443
Si -0.038 0.0418 -0.0988
Si -0.0512 -0.017 0.0623
Si 0.0626 -0.1064 0.0547
Si -0.0096 0.1433 -0.135
Si 0.0861 -0.0983 0.133
Si 0.147 -0.0741 0.0155
Si 0 0.0265 0.0616
Si 0.012 0.0041 -0.0035
Si -0.0018 -0.0079 0.0002
Si 0.0019 0.0072 -0.0046
Si -0.0034 -0.0068 -0.0038
Si 0 -0.0018 0.0013
Si 0.0043 0.0043 -0.0072
Si -0.0011 -0.0121 -0.0025
Si -0.0012 0.0045 -0.0017
Si 0.0143 0.0153 0.0152
Si -0.0121 0.0001 -0.0114
Si -0.0086 -0.0238 0.0198
Si 0.0085 0.017 -0.0095
Si -0.0103 -0.004 -0.0052
Si 0.0045 0.0015 0.01
Si -0.0104 0.0039 -0.0113
Si 0.0009 -0.0114 0.0182
Si -0.0041 0.0001 -0.0259
Si -0.0022 -0.0047 0.0076
Si 0.0037 0.0095 -0.0171
Si -0.0018 -0.0043 0.0021
Si 0.0053 0.0041 0.0007
Si 0.0005 0.006 -0.01
Si 0.0064 0.001 0.0109
Si -0.0072 -0.0041 -0.0157
Si 0.0048 0.0007 -0.0037
Si -0.0002 0.0002 0.0048
Si -0.0011 0.0006 0.0032
Si -0.0015 -0.0058 0.0016
Si 0.0001 0.002 0.0065
Si 0.0014 0.0013 -0.0038
Si -0.0025 -0.0043 0.0021
Si -0.0001 0 -0.0029
Si -0.0018 -0.0041 0.0004
Si 0.0025 0.0094 -0.0048
Si -0.0141 -0.0004 -0.0029
Si 0.0033 0.0141 0.0052
Si 0.0058 0.0043 -0.0081
Si -0.0106 0.0017 -0.008
Si 0.0017 0.0053 0.0042
Si -0.0047 -0.0081 -0.0099
O 0.0079 0.0039 0.0066
O 0.0109 -0.0023 -0.0059
O -0.0561 0.0034 -0.0098
O -0.0102 -0.0027 -0.0011
O 0 -0.0052 -0.0029
O -0.0033 -0.01 0.0005
O -0.0094 0.0103 -0.0129
O 0.0235 0.0437 0.0051
O -0.0044 0.0022 0.0033
O -0.0006 0.0032 0.0046
O 0.0046 -0.0011 0.0017
O -0.0012 -0.0016 -0.0019
O -0.0002 -0.0047 -0.0023
O 0.0014 0.0014 0.0031
O -0.0007 0.0027 0.0057
O -0.0035 0.0007 0.0034
O -0.0044 0.0011 -0.0072
O 0.0051 -0.0027 -0.0123
O 0.0163 -0.0112 -0.0056
O -0.0056 -0.0039 -0.0182
O -0.0063 0.0209 0.0411
O 0.0349 -0.0345 0.0001
O -0.0058 0.0041 -0.0127
O -0.0088 0.0413 0.0786
Si 0.0268 -0.0027 -0.0198
Si -0.0003 0.0004 -0.0009
Si 0.0005 0.0007 -0.0003
Si 0.0055 -0.0246 -0.0253
Si -0.0002 0.0002 0
Si 0 -0.0005 0
Si -0.0004 0.0001 0
Si -0.0011 0.0007 0.0056
Si -0.0026 -0.0014 -0.0018
Si -0.0015 -0.0012 0.0009
Si -0.0014 0.0004 0.0006
Si -0.0009 0.0009 0.0004
Si 0.0003 -0.0015 0.0004
Si 0.0016 0.0017 0.001
Si -0.0014 0.0016 -0.0033
Si -0.0015 -0.0007 -0.0017
Si -0.001 0.0004 0.0014
Si -0.0116 0.0012 0.0091
Si 0.0033 -0.0012 0.0009
Si -0.0003 0 -0.0009
Si -0.0003 -0.0003 -0.0011
Si -0.0002 -0.0006 -0.0003
Si 0.0002 0.0005 -0.0017
Si 0.0031 0 -0.0006
Si -0.0005 0.0004 -0.0019
Si 0.0002 0 -0.0011
Si -0.0007 -0.0006 0.0012
Si 0.0002 -0.0005 0.0013
Si 0.0003 0.0006 0.0008
Si -0.0004 -0.0003 -0.0001
Si -0.0007 0.001 -0.0015
Si -0.0008 0.0002 -0.0008
Si 0.0007 -0.0003 0.0003
Si -0.0006 0.0001 0.0003
Si -0.0003 0.0003 -0.0017
Si -0.0029 0.0063 0.0039
Si 0 0.0002 0.0001
O -0.0005 -0.002 -0.0009
O -0.0002 0.0003 0.0003
O -0.0012 -0.0009 0
O 0.0009 0.0001 0.001
O -0.0003 -0.0001 -0.0008
O 0.0006 0 -0.0016
O -0.0005 0.001 -0.0007
O -0.0006 -0.0003 -0.0012
O -0.0005 -0.0004 -0.0024
O -0.0008 0.001 0.0005
O 0.0005 0 -0.0025
O 0.0001 -0.0003 -0.0003
O 0.0007 0.0011 -0.0004
O -0.0003 0.0018 0.0002
O -0.0008 -0.0007 -0.0017
O -0.0004 0.0006 -0.0003
O 0.0002 0.0003 -0.0005
O 0.0004 0.0013 0.0007
O -0.0001 -0.0002 -0.0013
O 0.0002 -0.0067 -0.0037
O 0.0001 0.0002 -0.0002
O 0 0.0004 -0.0017
O -0.0008 -0.0002 -0.0007
O 0.0005 0.0005 0
O 0.0127 0.0025 -0.0222
O 0 0.0002 -0.0016
O 0.0009 -0.0009 -0.0023
O -0.0004 0.0003 -0.0017
O -0.0012 0.0001 -0.0025
O -0.0001 0.0001 -0.0003
O -0.0006 0.0003 -0.0014
O 0.0008 0 -0.001
O 0.0005 -0.0002 -0.0019
O 0.0001 -0.0001 -0.002
O -0.0012 0.0003 -0.0005
O -0.0003 -0.0008 -0.0006
O -0.0005 -0.0001 -0.002
O -0.0007 -0.0008 0
O -0.0001 -0.0002 -0.0021
O 0.0002 0.0004 -0.0012
O -0.0017 0.0014 0.0012
O -0.0013 0.0027 -0.0004
O -0.0002 -0.0009 0.0006
O 0.0002 0.0003 -0.0018
O -0.0003 -0.0007 -0.0011
O -0.0006 -0.0006 -0.0016
O 0.0008 -0.0009 -0.0004
O 0 0.0008 0
O -0.0014 0.001 -0.0006
O 0.0002 0.0008 -0.0008
O 0.0048 0.0056 -0.0097
O 0.0005 -0.0003 0.0011
O -0.0005 0.0003 -0.0007
O -0.0001 -0.0005 -0.0013
O 0.0027 -0.0004 -0.0002
O -0.0055 -0.0076 -0.0101
O -0.0004 -0.0008 -0.0012
O -0.0004 0.0003 -0.0027
O -0.0005 0.0001 -0.0006
O -0.001 0.0006 -0.0012
O 0 -0.0006 -0.0002
O -0.0008 -0.0002 -0.0009
O -0.0042 0.0014 -0.0032
O 0.0007 -0.0011 0.0012
O -0.0016 -0.0005 -0.002
O 0.0002 0.0002 -0.0015

The program warned: the cutoff lies below the one the program advises for these potential files; the forces do not sum to zero within the program's tolerance; the exchange-correlation potential is rough where the density is thin.
